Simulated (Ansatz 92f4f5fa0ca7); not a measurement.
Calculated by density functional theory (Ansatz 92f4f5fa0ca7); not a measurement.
Periodic cell of 222 atoms, Si132O89H1, from a study of silicon, its oxide and their interface. The atomic structure is a simulated model.
Doubt: the cutoff is far below the 930 eV that the study's wrapper takes by default for these files, so forces and energies are approximate.
This geometry differs little from another in the collection (a relaxation step or a small displacement).

Settings
functional: PBE
potential files: Ansatz PAW
basis: plane waves
wave-function cutoff: 580 eV
density cutoff ratio: 5
exchange-correlation grid ratio: 1
k mesh: 1 x 1 x 1, Gamma-centred
self-consistency stop: 5e-08 eV per atom in the density residual
occupations: fixed
spin: none
net charge: -1 e, with a uniform compensating background and no finite-size correction

Cell vectors (angstrom)
a, 10.938, 0, 0
b, 0, 10.938, 0
c, 0, 0, 32.6818

Atoms: element, x, y, z (angstrom)
Si, -0.2171, 0.315, 25.2876
Si, 5.7444, -0.2407, 25.2683
Si, 2.4993, 3.021, 25.169
Si, 8.4957, 2.5385, 25.2378
Si, 0.2594, 5.2699, 25.1305
Si, 5.2711, 5.7408, 25.1558
Si, 3.0351, 7.9847, 25.1975
Si, 7.9725, 8.4702, 25.2277
Si, 1.3824, 1.4502, 26.5623
Si, 6.884, 1.3823, 26.5334
Si, 4.1072, 4.1502, 26.4811
Si, 9.6336, 4.1345, 26.5271
Si, 1.4084, 6.8392, 26.4826
Si, 6.8324, 6.8678, 26.5317
Si, 4.1449, 9.5568, 26.5642
Si, 9.5715, 9.6119, 26.5349
Si, 2.7365, 0.0074, 27.8798
Si, 8.2055, 0.0058, 27.9298
Si, 0.0011, 2.7611, 27.9397
Si, 5.4624, 2.7467, 27.8585
Si, 2.7372, 5.4727, 27.8996
Si, 8.208, 5.4742, 27.8721
Si, 0.0097, 8.2005, 27.859
Si, 5.4769, 8.1933, 27.9407
Si, 4.1018, 1.3673, 29.2635
Si, 9.5708, 1.3673, 29.2635
Si, 1.3673, 4.1018, 29.2635
Si, 6.8362, 4.1018, 29.2635
Si, 4.1018, 6.8362, 29.2635
Si, 9.5708, 6.8362, 29.2635
Si, 1.3673, 9.5708, 29.2635
Si, 6.8362, 9.5708, 29.2635
Si, 0, 0, 30.6308
Si, 5.469, 0, 30.6308
Si, 2.7345, 2.7345, 30.6308
Si, 8.2035, 2.7345, 30.6308
Si, 0, 5.469, 30.6308
Si, 5.469, 5.469, 30.6308
Si, 2.7345, 8.2035, 30.6308
Si, 8.2035, 8.2035, 30.6308
Si, 1.3673, 1.3673, 31.998
Si, 6.8362, 1.3673, 31.998
Si, 4.1018, 4.1018, 31.998
Si, 9.5708, 4.1018, 31.998
Si, 1.3673, 6.8362, 31.998
Si, 6.8362, 6.8362, 31.998
Si, 4.1018, 9.5708, 31.998
Si, 9.5708, 9.5708, 31.998
Si, 2.7345, 0, 0.6835
Si, 8.2035, 0, 0.6835
Si, 0, 2.7345, 0.6835
Si, 5.469, 2.7345, 0.6835
Si, 2.7345, 5.469, 0.6835
Si, 8.2035, 5.469, 0.6835
Si, 0, 8.2035, 0.6835
Si, 5.469, 8.2035, 0.6835
Si, 4.1018, 1.3673, 2.0507
Si, 9.5708, 1.3673, 2.0507
Si, 1.3673, 4.1018, 2.0507
Si, 6.8362, 4.1018, 2.0507
Si, 4.1018, 6.8362, 2.0507
Si, 9.5708, 6.8362, 2.0507
Si, 1.3673, 9.5708, 2.0507
Si, 6.8362, 9.5708, 2.0507
Si, 0, 0, 3.418
Si, 5.469, 0, 3.418
Si, 2.7345, 2.7345, 3.418
Si, 8.2035, 2.7345, 3.418
Si, 0, 5.469, 3.418
Si, 5.469, 5.469, 3.418
Si, 2.7345, 8.2035, 3.418
Si, 8.2035, 8.2035, 3.418
Si, 1.3702, 1.34, 4.8066
Si, 6.8377, 1.3381, 4.8026
Si, 4.1092, 4.0897, 4.6986
Si, 9.571, 4.0904, 4.7908
Si, 1.3625, 6.8607, 4.7709
Si, 6.8361, 6.8247, 4.7882
Si, 4.0848, 9.5707, 4.852
Si, 9.5382, 9.5977, 4.7709
Si, 2.6871, -0.0387, 6.2788
Si, 8.1204, -0.0731, 6.2243
Si, -0.0443, 2.6919, 6.157
Si, 5.4084, 2.7038, 6.0776
Si, 2.7468, 5.4409, 6.028
Si, 8.2043, 5.4351, 6.1639
Si, 0.011, 8.2638, 6.1116
Si, 5.4249, 8.1366, 6.1991
Si, 3.7891, 1.6845, 7.4621
Si, 9.7431, 1.0766, 7.4671
Si, 1.5666, 3.9344, 7.3428
Si, 6.5817, 4.2238, 7.3986
Si, 4.3218, 6.4442, 7.4462
Si, 9.3692, 7.1107, 7.3577
Si, 1.0559, 9.7602, 7.6454
Si, 6.9932, 9.2085, 7.5861
O, 1.366, 4.1237, 24.6452
O, 6.8476, 9.5822, 24.7205
O, 2.6583, 2.8178, 7.8643
O, 8.2205, 8.1597, 7.8724
O, 5.4999, 5.3692, 7.8643
O, -0.0551, -0.0016, 7.9695
O, 4.1453, 6.8646, 24.6658
O, 9.5959, 1.4022, 24.7277
O, 1.4431, 9.0932, 9.1096
O, 1.0902, 4.8079, 8.6485
O, 9.0412, 1.6524, 8.8304
O, 6.35, 9.4538, 9.0828
O, 4.4282, 1.253, 8.9021
O, 3.618, 6.8344, 8.8561
O, 7.0688, 3.4316, 8.7572
O, 10.1646, 6.7207, 8.7391
O, 3.1815, 2.3527, 23.8304
O, 5.0352, 0.4285, 23.9583
O, 7.8809, 3.2601, 23.9032
O, 10.549, 5.9512, 23.7725
O, 8.6232, 7.7907, 23.8863
O, 2.387, 8.687, 23.8614
O, 5.9543, 5.0974, 23.8018
O, 0.538, 10.6171, 23.9874
Si, 2.1474, 9.4277, 10.5679
Si, 2.9111, 14.0451, 12.2887
Si, 5.2508, 5.0511, 12.3027
Si, 3.9188, 1.1412, 23.0107
Si, 8.0923, 7.2984, 16.883
Si, 7.6223, 3.1348, 12.3323
Si, -3.0795, 12.3427, 16.577
Si, 12.8481, 12.1874, 14.5698
Si, 1.2356, 5.194, 11.7202
Si, 8.2641, 11.1966, 12.4287
Si, 5.8337, 3.3393, 18.0077
Si, 3.7557, 10.1346, 17.7821
Si, 12.2578, 9.4093, 13.4858
Si, 3.6129, 6.9016, 10.4919
Si, 6.4623, 9.8943, 10.6563
Si, 1.6673, 9.9115, 23.0547
Si, 4.01, 4.4242, 15.8412
Si, 3.926, 10.0954, 14.7242
Si, 5.8906, 6.5151, 14.939
Si, 7.1694, 4.3856, 22.955
Si, 11.8638, 4.8605, 14.8709
Si, 8.5291, 3.0846, 9.4085
Si, 6.8402, 9.9565, 17.9419
Si, 8.4572, 0.2849, 20.4253
Si, 10.8394, 7.6809, 15.7063
Si, 1.0495, 9.1009, 18.2296
Si, 4.0296, 0.8593, 10.441
Si, 9.1408, 3.4002, 14.9561
Si, 6.0548, 2.2181, 20.9708
Si, 9.3368, 6.6758, 22.9271
Si, 10.4712, 8.8818, 20.9974
Si, 10.6282, 5.2895, 9.3388
Si, -2.4175, 4.68, 17.8591
Si, 1.4301, 1.0503, 17.5371
Si, 9.9872, 13.2047, 18.7719
Si, 6.4008, -1.7103, 13.4111
O, 9.5719, 14.7897, 18.8298
O, 4.4534, 4.0065, 17.4548
O, 13.1589, 6.3129, 11.0705
O, 7.8396, -0.9209, 13.5088
O, 3.7807, 4.4383, 12.6087
O, 8.6012, 12.7851, 15.1798
O, 9.5775, 12.3912, 20.137
O, 5.2677, 10.9362, 10.967
O, -8.8719, 13.4079, 13.5276
O, -0.1983, 5.4139, 10.9495
O, 6.5583, 2.2875, 16.9833
O, 8.2495, 5.5302, 22.5032
O, 2.6174, 10.9823, 10.472
O, 0.5931, 10.5946, 17.7463
O, -3.6464, 10.8015, 16.6074
O, 11.2401, 8.4527, 14.3119
O, 9.1009, 1.5345, 17.6321
O, 11.7813, 8.1177, 16.9628
O, 2.7888, 0.0507, 22.5733
O, 1.1515, 9.2173, 11.8597
O, 6.572, 3.6214, 21.661
O, 8.8121, 6.2858, 17.9632
O, -3.7822, 8.3872, 17.6583
O, 4.0156, 9.5632, 16.2655
O, 0.8992, -1.6231, 21.7758
O, 7.8943, 10.6265, 10.9141
O, 3.8461, 13.0415, 11.441
O, 7.3129, 1.5773, 12.675
O, 12.1914, 12.5439, 16.0137
O, 11.0339, 6.0858, 15.5662
O, 2.3034, 4.5673, 15.6925
O, 1.7109, 14.6188, 11.324
O, 0.9834, 10.9878, 13.8778
O, 9.2742, 8.0392, 16.0257
O, 6.0886, 8.0856, 14.5067
O, 6.2937, 3.9118, 11.8004
O, 6.0345, 5.7821, 13.502
O, 9.9208, 7.4582, 21.6219
O, 4.6958, 14.3703, 14.8597
O, 0.6717, 13.0719, 18.5125
O, 8.7147, 4.1821, 16.3167
O, 8.4041, -7.0572, 13.5675
O, -3.1603, -0.4708, 19.1666
O, 3.3749, 11.6026, 14.8324
O, 7.1661, 6.3418, 15.9434
O, 4.5223, 16.9912, 15.6798
O, 4.6797, 1.7285, 21.7178
O, 5.6322, 2.512, 19.4349
O, 5.2665, 10.1586, 18.421
O, 1.1446, 5.3813, 13.3218
O, 4.926, 6.1685, 11.1112
O, 6.2897, 8.7394, 11.8255
O, 2.6735, 9.1468, 18.5692
O, 9.293, 10.0204, 21.1997
O, 7.2125, 1.0518, 21.1974
O, 5.2486, 10.2993, 13.8261
O, 10.7597, 3.6188, 14.8089
O, 2.8656, -1.818, 13.9248
O, 10.9939, 8.6588, 19.4621
O, 3.4915, 8.5131, 10.7762
O, 9.5276, 4.2201, 8.8159
O, 8.5948, 3.128, 11.006
O, 6.983, 4.465, 18.3573
O, 3.0173, 0.6894, 17.8416
O, 9.8203, 11.591, 12.3858
H, 10.4709, 11.4067, 13.0963

Results
free energy: -134540.403 eV
free energy less fixed offsets of H -15.97, O -568.88, Si -635.61 eV per atom: 6.407 eV

Forces (eV/angstrom), in the order of the atoms: element, x, y, z
Si, -0.009, 0.014, -0.0156
Si, 0.0106, -0.0154, -0.0213
Si, -0.0121, 0.0089, -0.0114
Si, 0.0157, -0.0098, -0.014
Si, 0.0098, -0.0135, -0.0115
Si, -0.0076, 0.0094, -0.0095
Si, 0.0128, -0.0123, -0.018
Si, -0.0127, 0.0084, -0.0134
Si, -0.0051, 0.0037, -0.0019
Si, 0.0043, -0.0046, 0.0026
Si, -0.0056, 0.0062, -0.003
Si, 0.0024, -0.0031, -0.0001
Si, 0.0037, -0.0056, -0.0005
Si, -0.0038, 0.003, -0.0032
Si, 0.0023, -0.0022, 0.0001
Si, -0.0064, 0.0056, 0.0001
Si, 0.0003, 0.0005, 0.0012
Si, 0.0022, 0.0002, -0.0031
Si, 0.0009, 0.0013, -0.0035
Si, 0.0011, -0.0001, 0.001
Si, 0.0007, -0.0007, -0.0028
Si, 0.0012, -0.0008, -0.0001
Si, 0.0006, 0.0007, 0.0009
Si, 0.0016, -0.0021, -0.0017
Si, 0.0542, 0.0636, -0.1873
Si, 0.022, 0.0562, 0.2539
Si, 0.1279, 0.1669, 0.2787
Si, -0.02, -0.0015, -0.2389
Si, -0.0799, -0.0952, 0.2311
Si, 0.0574, 0.0409, -0.2143
Si, -0.0198, -0.0173, -0.2078
Si, 0.0319, 0.0198, 0.2914
Si, -0.0165, 0.0421, -0.0121
Si, 0.0399, -0.0085, -0.0097
Si, -0.0148, 0.0473, -0.0148
Si, 0.0309, -0.0308, -0.0081
Si, 0.0597, -0.0026, -0.0085
Si, -0.0299, 0.0253, -0.0111
Si, 0.048, -0.0226, -0.01
Si, 0.0056, 0.0559, -0.0127
Si, 0.0335, -0.015, -0.0097
Si, -0.0227, 0.0189, -0.0187
Si, 0.0308, -0.0345, -0.0117
Si, -0.0089, 0.0309, -0.0305
Si, -0.051, 0.0208, -0.02
Si, 0.0094, -0.0246, -0.0147
Si, -0.0338, 0.0125, -0.0196
Si, 0.0061, -0.0289, -0.0088
Si, 0.0164, -0.0009, 0.0271
Si, -0.002, 0.0237, 0.0244
Si, -0.0556, 0.0311, -0.0006
Si, 0.0158, -0.0072, 0.0288
Si, 0.0023, 0.0096, 0.0201
Si, 0.0323, -0.0357, 0.0182
Si, 0.0273, -0.007, 0.0305
Si, -0.0094, 0.0123, 0.0039
Si, -0.0764, -0.0086, 0.0044
Si, 0.061, 0.0061, 0.005
Si, -0.0196, -0.0585, 0.0109
Si, -0.0349, 0.0306, -0.0036
Si, 0.0578, 0.0027, 0.0122
Si, -0.0467, -0.0076, 0.0071
Si, -0.0256, -0.0085, 0.0186
Si, -0.0308, -0.0741, 0.0193
Si, -0.0767, 0.1331, -0.0631
Si, -0.1347, -0.1605, 0.2523
Si, -0.1901, -0.3345, -0.2398
Si, -0.0375, -0.1014, 0.1165
Si, -0.0445, 0.0112, 0.0604
Si, 0.2113, 0.1269, -0.3679
Si, 0.1155, 0.2075, 0.0773
Si, -0.0482, -0.0753, -0.0508
Si, 0.0049, 0.0003, 0.0022
Si, 0.0003, 0.0003, 0
Si, -0.0016, -0.0024, 0.003
Si, 0.0029, -0.0015, 0.0025
Si, 0.0029, -0.0018, -0.0005
Si, 0.0002, -0.0102, 0.003
Si, -0.0016, 0.0002, 0.005
Si, 0.0088, 0.0077, -0.0037
Si, -0.0038, 0.0028, 0
Si, -0.0056, -0.0073, 0.0007
Si, -0.0028, 0.0033, -0.0026
Si, -0.003, 0.006, 0.0019
Si, -0.0015, -0.0068, -0.0047
Si, -0.0051, -0.0017, 0.0009
Si, 0.0012, 0.0048, 0.0011
Si, 0.0011, 0.0021, -0.0043
Si, -0.007, 0.0064, 0.0085
Si, 0.0112, -0.0051, 0.0177
Si, 0.0147, -0.0114, 0.0097
Si, -0.0062, 0.0023, 0.0017
Si, -0.0005, -0.0078, 0.0226
Si, 0.0041, -0.0059, 0.0239
Si, 0.0025, -0.0046, 0.0163
Si, -0.0063, 0.0171, 0.0195
O, 0.0046, 0.0021, 0.0148
O, -0.0005, 0.0035, 0.024
O, 0.0016, 0.0051, -0.0011
O, 0.0039, 0.0025, -0.0242
O, 0.0036, 0.0008, -0.0081
O, -0.0119, -0.0064, -0.0092
O, -0.005, 0.0013, 0.0178
O, 0.0018, -0.0057, 0.0204
O, -0.0085, 0.0097, -0.0253
O, -0.0037, 0.0028, -0.0058
O, 0.0008, 0.0021, -0.0079
O, 0.0056, -0.01, -0.019
O, -0.0017, 0.003, -0.0149
O, 0.0067, -0.0007, -0.0189
O, 0.0005, 0.0027, -0.0048
O, -0.0074, 0.0034, -0.0082
O, -0.0027, 0.0019, 0.0064
O, 0.0028, -0.0027, 0.0077
O, 0.0007, -0.0015, 0.0046
O, 0.0027, -0.003, 0.0071
O, -0.002, 0.0023, 0.0049
O, 0.0036, -0.0031, 0.008
O, -0.0034, 0.0028, 0.0057
O, -0.0022, 0.0022, 0.0055
Si, 0.0036, 0.0086, -0.0001
Si, 0.0007, -0.0051, -0.0025
Si, 0.0108, -0.0188, 0.0405
Si, 0.0066, 0.0061, 0.0086
Si, 0.001, -0.0029, -0.0048
Si, -0.0173, 0.0032, 0.0056
Si, -0.0009, -0.0017, -0.0035
Si, 0.0003, -0.0053, -0.0026
Si, 0.0035, -0.0092, 0.0016
Si, 0.0012, -0.0006, -0.0009
Si, -0.0069, 0.0097, 0.0024
Si, 0.0009, -0.0024, -0.006
Si, 0.001, 0.0015, 0.0033
Si, 0.0009, -0.0047, 0.0042
Si, 0.0089, -0.0034, 0.0055
Si, -0.0099, -0.0046, 0.0092
Si, 0.0343, -0.0221, -0.0717
Si, 0.0002, 0.0038, 0.0004
Si, -0.0123, -0.011, -0.0021
Si, -0.005, -0.0057, 0.0075
Si, 0.0189, -0.0084, 0.0035
Si, -0.0004, -0.0009, 0.0063
Si, 0.0025, -0.0012, 0.0005
Si, 0, 0.0005, 0.0041
Si, 0.0017, -0.0041, -0.0031
Si, -0.0033, -0.0005, -0.0056
Si, -0.0067, 0.0035, 0.003
Si, -0.0048, 0.0026, -0.0073
Si, 0.001, -0.0038, 0.0006
Si, 0.0022, 0.0061, 0.0088
Si, -0.0005, 0.0033, 0.0074
Si, 0.0098, -0.0004, 0.0148
Si, -0.0027, -0.0025, -0.0033
Si, -0.0033, -0.0013, -0.0046
Si, 0.0007, 0.0005, 0.0086
Si, 0.0032, -0.0014, -0.0006
O, 0.0002, 0.0002, -0.0009
O, -0.0028, -0.0114, 0.031
O, -0.0006, 0.0014, -0.0013
O, -0.0009, -0.0023, -0.0003
O, -0.0135, 0.0077, -0.0005
O, 0.0019, -0.0011, -0.0016
O, 0.0007, -0.0001, -0.0013
O, -0.0006, 0.0008, 0.0025
O, -0.0005, -0.0015, 0.0045
O, 0.0007, -0.001, -0.0126
O, -0.0033, -0.0064, -0.014
O, 0.0004, -0.0008, -0.0064
O, -0.0015, -0.0029, 0.0029
O, 0.0001, -0.0006, 0.0008
O, 0.0005, -0.0005, 0.0013
O, 0.0004, 0.0001, -0.0011
O, 0.0077, -0.0048, 0.0012
O, 0.0039, -0.0002, 0.0022
O, -0.0004, -0.0009, -0.0065
O, 0.0007, -0.0002, -0.0006
O, 0.0046, 0.0092, 0.0055
O, -0.0007, 0.0008, -0.0011
O, -0.0002, -0.0006, 0.0022
O, -0.0006, -0.0011, 0.0071
O, 0.0069, 0.0025, 0.003
O, -0.0011, 0.0002, -0.0007
O, 0.0005, -0.0041, -0.0043
O, 0.0035, -0.0019, -0.001
O, 0.0012, 0.0004, 0.0044
O, -0.0008, 0.002, 0.0008
O, -0.0297, 0.0089, 0.0084
O, -0.0027, 0.0036, 0.002
O, 0.0012, -0.0016, -0.0011
O, -0.002, 0.0011, 0.0008
O, 0.0002, -0.0005, 0.0009
O, 0.0083, -0.0027, -0.0079
O, 0.0043, 0.0109, -0.0086
O, -0.0021, -0.0069, 0.0001
O, 0.0063, 0.0243, -0.0089
O, 0.0041, 0.0001, -0.0013
O, 0.0008, -0.0011, 0.0029
O, 0.0098, 0.0002, 0.0039
O, 0.0005, -0.0002, -0.0021
O, -0.0012, -0.0001, 0.0002
O, 0.0072, 0.0027, 0.0065
O, -0.0063, 0.0295, 0.019
O, -0.006, -0.0035, 0.0022
O, -0.0015, 0.0005, 0.0014
O, -0.0034, 0.0011, -0.0012
O, -0.0009, 0.0014, -0.0022
O, -0.0037, 0.0008, -0.0045
O, -0.0009, 0.0052, -0.0025
O, 0.0026, 0.0004, -0.0013
O, -0.0019, 0.0019, -0.0045
O, 0.0002, -0.0009, -0.0034
O, -0.0012, -0.0036, -0.0001
O, 0.0005, 0.0008, 0.0013
O, 0.0011, -0.0028, -0.0018
O, 0, -0.0019, -0.0033
O, 0.0022, -0.0023, -0.0011
O, -0.0032, -0.0017, -0.0022
O, 0.0023, -0.0013, -0.0123
O, 0.0006, -0.0005, -0.0001
O, 0.0032, -0.0008, 0.0016
O, 0.0187, -0.0073, 0.0261
H, -0.0215, 0.0059, -0.0241

The program warned: the cutoff lies below the one the program advises for these potential files; the exchange-correlation potential is rough where the density is thin.
